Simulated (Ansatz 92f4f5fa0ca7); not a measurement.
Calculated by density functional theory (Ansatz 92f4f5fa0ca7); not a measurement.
Periodic cell of 252 atoms, Si144O100N8, from a study of silicon, its oxide and their interface. The atomic structure is a simulated model.
This geometry differs little from another in the collection (a relaxation step or a small displacement).

Settings: functional r2SCAN; potential files Ansatz PAW; basis plane waves; wave-function cutoff 800 eV; density cutoff ratio 5; exchange-correlation grid ratio 1; k mesh 1 x 1 x 1, shifted by 0.5 0.5 0 of a step; self-consistency stop 1e-10 eV per atom in the density residual; occupations fixed; spin none; net charge 0.

Cell vectors (angstrom)
a  10.888  0  0
b  0  10.888  0
c  0  0  35.7261

Atoms and the computed forces on them: element, x, y, z (angstrom), force x, y, z (eV/angstrom)
Si  0.241  -0.3757  0.0056  0.0318  0.0029  0.1658
Si  2.1259  3.2466  0.1722  0.0223  0.0155  0.1362
Si  0.3544  4.9656  0.3134  0.0752  -0.0112  0.1272
Si  2.5001  8.3046  -0.1412  -0.0424  0.0217  0.2206
Si  5.6431  -0.2524  0.1187  -0.0178  0.0022  0.1668
Si  8.05  2.8612  0.1203  -0.0218  0.0403  0.1582
Si  5.5068  4.7326  -0.282  -0.0149  -0.0222  0.0619
Si  7.9029  8.3371  0.0124  -0.013  0.003  0.1064
Si  1.2936  1.3277  1.263  0.0427  -0.0096  0.0356
Si  4.02  3.9584  1.3541  -0.0603  -0.0222  0.0168
Si  1.4382  6.7572  1.3421  -0.0197  -0.0028  -0.0033
Si  4.008  9.465  1.2978  -0.0337  0.0665  0.0003
Si  6.8234  1.3191  1.3961  0.002  -0.025  0.0205
Si  9.5339  3.9891  1.5281  -0.0161  -0.0414  0.0162
Si  6.8141  6.8461  1.3957  0.0639  0.0422  0.077
Si  9.5804  9.3968  1.3211  0.0105  -0.0529  0.0186
Si  -0.0058  2.5874  2.7986  0.0023  0.0279  0.0152
Si  2.6932  -0.0009  2.6525  -0.0176  -0.0569  0.0441
Si  0.005  8.0545  2.7162  -0.0238  0.0171  0.0393
Si  2.8316  5.4706  2.7271  0.0048  0.0037  0.006
Si  5.4034  2.6375  2.7345  0.0568  -0.0079  0.0473
Si  8.2264  -0.0659  2.6944  -0.0105  -0.0036  0.0371
Si  5.4058  8.1724  2.7373  0.0627  -0.0073  0.0229
Si  8.1263  5.4104  2.7425  -0.0339  -0.0044  0.0232
Si  1.4023  4.061  4.0319  0.0077  -0.0003  0.0214
Si  4.0536  1.3022  4.0907  0.0037  0.0049  -0.0129
Si  1.3371  9.5096  4.033  0.0101  0.0047  0.0069
Si  4.1071  6.8171  4.1388  -0.0246  0.0168  0.0091
Si  6.7617  4.0417  4.0809  -0.0165  -0.0258  -0.0094
Si  9.519  1.2742  4.1433  -0.0144  -0.0202  0.0099
Si  6.8132  9.5158  4.0631  -0.0119  -0.01  -0.0044
Si  9.5054  6.7554  4.1024  0.0131  0.0041  -0.0191
Si  0.0115  -0.0541  5.4755  0.0391  0.0193  -0.001
Si  2.7356  2.726  5.4399  -0.0135  -0.004  0.0152
Si  0.0145  5.3962  5.4231  -0.0051  -0.0085  0.0093
Si  2.7025  8.1852  5.4367  -0.0274  0.0014  -0.0057
Si  5.4521  -0.0193  5.4368  -0.0043  0.0042  0.0206
Si  8.1517  2.6894  5.4373  -0.0008  -0.0033  -0.0039
Si  5.4538  5.4333  5.4637  -0.0171  -0.0016  0.0003
Si  8.1523  8.1423  5.4431  0.0123  -0.0139  0.0203
Si  1.3624  1.3749  6.7941  0.0001  0.0066  0.0232
Si  4.0906  4.0943  6.8225  0.0076  0.0405  0.0077
Si  1.3422  6.8084  6.7826  0.0104  0.0194  0.0171
Si  4.0792  9.5331  6.8016  -0.0049  0.0115  -0.0137
Si  6.7935  1.3521  6.8089  0.017  -0.0142  -0.0041
Si  9.531  4.0507  6.7919  0.0209  -0.0339  0.0113
Si  6.8004  6.7886  6.8275  -0.0145  -0.0112  -0.0008
Si  9.5151  9.4889  6.8154  -0.0274  -0.0061  0.0095
Si  -0.0024  2.7127  8.1834  0.0066  0.0174  -0.0275
Si  2.7493  0.0544  8.1488  0.0064  -0.0169  -0.0208
Si  -0.0239  8.1368  8.1787  0.015  0.0055  -0.0136
Si  2.7342  5.5018  8.1564  -0.02  -0.025  0.0031
Si  5.4781  2.7483  8.1702  0.0012  -0.0107  -0.0042
Si  8.1592  -0.019  8.1606  -0.0181  0.0008  0.0022
Si  5.4327  8.1791  8.1711  -0.0067  0.0127  -0.0012
Si  8.1737  5.4131  8.1565  -0.0066  0.0108  0.0037
Si  1.3613  4.1505  9.4888  0.0091  -0.0069  0.0099
Si  4.1227  1.4174  9.5229  0.0016  0.0071  -0.0217
Si  1.3484  9.5798  9.4471  0.0204  -0.0187  0.0068
Si  4.072  6.8702  9.5674  0.0069  0.0211  -0.0138
Si  6.8622  4.0561  9.5707  -0.0118  0.0153  0.0129
Si  9.5119  1.3273  9.5319  0.0139  -0.0341  0.0036
Si  6.791  9.5323  9.5417  -0.0108  -0.0347  0.0007
Si  9.473  6.7812  9.539  -0.0081  -0.0168  0.0329
Si  -0.0119  -0.0385  10.875  0.0081  -0.016  -0.0237
Si  2.7592  2.828  10.8234  0.0083  -0.0078  0.0143
Si  -0.0312  5.4509  10.8846  0.0141  0.0597  0.0432
Si  2.6855  8.3265  10.8724  -0.0299  -0.0036  -0.0278
Si  5.4879  0.0652  10.8951  -0.0329  0.0183  0.005
Si  8.2076  2.6504  10.969  0.0659  -0.0213  0.0083
Si  5.4954  5.4833  10.8573  -0.0662  0.0224  0.062
Si  8.1024  8.1359  10.9229  0.0045  0.0124  0.0351
Si  2.7084  0.3707  13.5928  -0.0676  -0.0058  -0.0186
Si  4.1179  4.198  12.2139  0.0623  0.0073  -0.0851
Si  1.1992  7.025  12.143  0.0318  0.0309  -0.0507
Si  4.0223  9.7583  12.2459  0.0047  0.0165  -0.1074
Si  6.8692  1.2798  12.3949  -0.0025  -0.0585  0.0354
Si  9.6488  3.9674  12.2979  -0.044  0.0313  -0.0525
Si  6.7607  6.7962  12.3596  0.063  0.0257  -0.0998
Si  9.521  9.4438  12.2563  0.0069  0.0022  0.0539
Si  0.2996  2.7067  13.6716  0.0429  -0.0453  0.0745
Si  1.3715  1.4353  12.0751  0.018  -0.0589  -0.0485
Si  -0.1108  8.1689  13.8133  -0.1065  0.068  -0.0957
Si  2.6694  5.7465  13.3146  -0.0391  -0.0766  -0.087
Si  5.5106  2.804  13.575  -0.0519  0.0644  0.0007
Si  8.2422  -0.2266  13.7629  -0.0784  0.0263  -0.102
Si  5.2458  8.2931  13.5622  0.0924  -0.0733  0.1096
Si  8.2799  5.3122  13.5913  0.1172  0.0483  0.0212
Si  1.6122  4.3446  14.7396  0.0839  0.0352  -0.0208
Si  3.8236  2.1075  14.9841  -0.1664  0.0352  -0.1891
Si  1.3189  9.828  14.8515  -0.0168  -0.1085  -0.0986
Si  3.4178  7.4107  14.7631  0.0286  0.0324  -0.1197
Si  6.8837  4.0395  14.9918  0.0441  0.083  -0.1946
Si  10.4751  1.3543  15.5212  0.0006  -0.0048  -0.1311
Si  6.9324  9.0053  14.9566  0.0575  0.0418  -0.0955
Si  9.8429  6.1955  15.1285  -0.0667  0.2354  -0.1891
Si  5.7934  1.3555  21.7357  -0.0173  -0.0012  -0.1897
Si  1.0897  14.286  25.8126  0.0159  0.0339  0.0261
Si  9.4799  -3.9241  31.0658  0.0217  0.0086  0.2522
Si  19.2834  -8.4812  17.3363  0.0409  0.0331  -0.2052
Si  10.8664  4.0311  17.145  -0.054  0.1099  -0.1553
Si  -4.8132  3.4585  24.1249  0.0025  -0.0145  -0.1208
Si  12.6914  -0.7219  28.1235  0.0002  -0.0024  0.1705
Si  -4.7753  -20.1443  26.607  -0.0259  0.0291  0.073
Si  12.0646  -10.928  17.832  -0.0158  -0.0288  -0.1758
Si  1.8664  3.0904  30.1765  0.0026  -0.0683  0.2403
Si  6.9451  -4.0962  16.1683  0.1193  -0.1277  -0.1876
Si  20.2364  6.2985  18.0495  -0.0654  -0.0131  -0.2613
Si  27.3165  -14.4433  21.5901  -0.063  0.0432  -0.2386
Si  24.5261  7.0677  32.7134  0.0103  0.0069  0.2219
Si  17.9185  -13.8898  18.916  0.0243  0  -0.2424
Si  35.8028  -7.008  23.8033  0.0282  -0.0572  -0.1889
Si  -2.6948  2.7646  20.3224  0.0444  -0.0321  -0.2217
Si  -23.7691  -5.3922  28.3315  0.0252  0.0085  0.1728
Si  17.8567  -11.2045  17.6852  -0.0424  0.0328  -0.1357
Si  12.014  7.6842  26.8289  0.0048  -0.0248  0.0393
Si  11.2937  19.1341  19.2484  0.0307  -0.0229  -0.2359
Si  16.872  2.3714  30.9535  -0.0256  -0.0006  0.2121
Si  -4.5764  -0.0783  33.0457  0.0294  -0.0108  0.1992
Si  -6.4801  -3.1009  17.4314  -0.0111  -0.0977  -0.1403
Si  4.1771  -10.864  17.3897  0.0616  -0.0022  -0.1834
Si  7.8713  -11.4478  25.7256  -0.0175  0.0148  -0.0576
Si  11.9549  16.7201  24.3417  0.0037  0.0212  -0.0668
Si  18.9571  -8.3017  28.8162  -0.042  0.0002  0.17
Si  -12.6114  -9.9004  33.6601  0.0288  -0.023  0.2053
Si  4.2894  -16.7538  16.2824  -0.1123  0.1225  -0.1322
Si  13.8364  17.9189  20.1259  0.004  0.0117  -0.2668
Si  10.9932  5.3052  33.1066  -0.04  0.0331  0.1782
Si  7.4911  5.1977  22.2615  -0.0273  -0.0175  -0.1831
Si  -18.7867  13.1749  21.0596  -0.0494  0.0039  -0.2461
Si  13.6581  15.1569  18.7449  0.0374  0.0433  -0.236
Si  0.0682  -9.6957  20.4908  0.0255  -0.0165  -0.2416
Si  7.1781  -3.0278  32.7444  0.0129  0.0373  0.2123
Si  14.8068  -9.3305  28.5955  0.036  0.0516  0.1727
Si  9.6686  18.0299  23.2787  -0.0154  0.0374  -0.1364
Si  16.1416  -5.6138  32.4256  -0.0178  0.0331  0.2638
Si  12.745  13.7869  32.9558  0.0421  0.0012  0.247
Si  10.2258  1.1361  27.1693  0.0051  0.0007  0.124
Si  11.9871  -1.9941  30.888  -0.0189  -0.0044  0.2436
Si  -12.1194  20.3918  21.4678  0.0992  0.0088  -0.2318
Si  -9.8279  15.9855  28.1908  -0.0177  -0.0445  0.1637
Si  -1.9088  -3.2508  26.3519  0.0334  -0.0398  0.0018
Si  6.978  -1.224  22.7682  -0.0328  -0.023  -0.1861
Si  22.157  0.951  31.7083  -0.0392  0.0226  0.192
O  1.4536  -4.7491  32.8841  0.0027  0.0131  -0.0874
O  12.386  -9.2414  21.1027  0.0316  -0.0011  0.0864
O  2.7919  2.6339  28.9616  0.0447  -0.0053  -0.1017
O  7.4961  35.099  30.3332  0.0683  0.007  -0.1043
O  -7.7429  21.9129  28.4303  -0.0085  -0.0262  -0.0496
O  -5.5939  0.1749  34.2995  0.004  0.007  -0.1393
O  -0.3542  27.2607  34.6414  -0.0412  0.0341  -0.1972
O  9.8155  16.671  32.1293  -0.0508  0.0295  -0.1015
O  3.1213  7.661  34.2021  0.0254  -0.0586  -0.1637
O  19.4296  6.4166  22.3816  0.0276  0.0282  0.0577
O  16.493  -6.9842  31.5367  0.019  -0.0718  -0.109
O  9.7315  2.2586  20.5282  -0.0131  0.0229  0.079
O  10.2831  11.0258  34.4499  -0.0281  0.0492  -0.1431
O  12.3382  1.338  32.8751  0.0113  -0.0226  -0.0857
O  22.2677  0.1781  27.7916  -0.0461  0.0278  -0.051
O  4.9681  4.7544  33.9308  -0.0354  0.0179  -0.1823
O  21.2601  -5.8417  27.8949  -0.0018  0.0029  -0.0544
O  -4.7782  -2.6126  22.7922  0.0535  0.0254  0.1195
N  -2.2013  6.4962  16.4685  0.0653  -0.0573  0.1245
O  4.9836  1.7842  29.805  -0.0575  -0.0369  -0.1217
O  10.9833  13.0962  26.2183  -0.0086  -0.0074  -0.0392
O  11.1879  -10.1047  18.9255  -0.0323  0.0234  0.1207
O  16.4187  0.1922  18.2867  0.0056  0.0185  0.0881
O  -14.181  -12.4022  18.5733  0.0786  -0.0189  0.1283
O  -2.817  0.8388  17.5701  0.0334  -0.0158  0.0535
O  13.2422  8.584  15.206  -0.0375  0.15  0.0808
O  -4.8083  27.5965  21.7605  0.0304  -0.0587  0.0774
N  -0.8247  13.3974  16.7953  -0.0606  -0.0083  0.0452
N  3.7441  6.6769  16.2777  0.0478  -0.0217  0.2085
O  17.3414  -21.6311  26.0705  -0.0077  -0.0325  -0.0088
O  12.8534  -12.7102  26.9348  0.0055  -0.0239  -0.0592
N  0.232  5.0456  15.7235  -0.0503  -0.0547  0.1292
N  -4.7956  7.3832  17.5714  -0.0599  0.1227  0.105
N  14.1017  -7.1178  15.4541  0.0463  -0.0284  -0.0118
O  29.7213  -3.0929  34.1915  -0.0031  -0.0452  -0.1477
O  35.1352  5.3426  23.7495  -0.0018  0.0227  0.0268
O  -6.9638  -3.651  21.4068  0.0459  -0.0008  0.1552
N  22.4685  0.0961  16.1427  0.0116  0.0011  0.1536
O  1.3532  7.0366  25.3734  0.0166  0.0204  0.0075
O  1.4312  -6.9663  17.876  0.0078  -0.061  0.0759
O  15.0579  9.334  16.9549  -0.0397  0.022  -0.0499
O  6.2433  9.2197  32.596  -0.0091  -0.0184  -0.0771
O  4.0824  4.5579  17.8274  0.0099  -0.0505  0.1918
O  3.6973  -3.2163  18.856  -0.0067  -0.0179  0.1619
O  10.052  8.6103  22.7418  0.0025  -0.0448  0.1339
O  19.1755  17.3179  27.1697  -0.0317  0.0481  -0.0679
O  -12.9769  -8.5655  34.4966  0.0486  -0.0075  -0.102
O  17.5325  10.0612  16.1888  -0.0085  -0.0975  0.0791
O  21.3646  -10.8937  21.4625  -0.0159  -0.0163  0.093
O  -8.2227  -7.6065  31.5944  0.0429  0.0041  -0.1541
O  -4.9887  -8.446  22.9033  0.0088  0.0463  0.1031
O  -4.9704  -0.0847  22.4197  0.0052  -0.0185  0.0644
O  1.0374  -12.4841  18.2097  0.0136  -0.0239  0.0724
O  8.0084  -1.9744  26.4829  -0.0192  0.0031  0.0286
N  16.869  -5.6004  15.7894  -0.1495  0.0327  0.1385
O  27.9164  -2.9209  20.2328  -0.0339  -0.0119  0.122
O  12.424  -3.0961  20.3129  0.0132  0.0108  0.1062
O  9.8285  -17.0173  18.1564  0.029  -0.0445  0.1588
O  24.8977  3.0008  19.6334  0.0254  -0.0744  0.1403
O  10.7373  -3.8044  18.2835  0.0232  0.0207  0.0837
O  6.4989  2.7066  25.4765  0.019  -0.001  0.0245
O  7.9804  -7.805  18.7478  -0.016  0.0108  0.1059
O  18.947  -1.2121  21.5574  -0.0439  0.0135  0.0773
O  2.2899  2.9223  24.8209  -0.0148  -0.0158  0.0443
O  14.8036  17.0344  32.0454  0.0008  -0.0026  -0.0862
O  27.5898  6.241  35.9462  -0.0296  -0.0325  0.0177
O  18.8975  4.1073  21.1953  -0.0201  0.0667  0.1081
O  -2.6707  -4.1037  19.0947  -0.0202  -0.0087  0.176
O  -1.7414  -10.2908  14.894  0.0262  -0.0686  -0.0144
O  7.5027  3.0487  16.1405  0.0936  -0.1612  0.1542
O  12.6399  -6.7657  27.1047  0.0219  -0.0167  -0.0573
O  16.8581  -9.7353  32.0428  -0.0269  0.0767  -0.1389
O  -8.3221  -5.384  19.7654  -0.016  0.0156  0.1111
O  -23.1686  23.6723  28.428  0.0523  -0.021  -0.0635
O  -6.5762  1.1429  16.2157  -0.0025  -0.0823  0.0786
O  -6.2903  1.8035  27.1443  0.0115  0.0043  -0.0881
O  1.3716  9.443  35.1863  -0.0326  0.0023  -0.0785
O  17.9306  -9.2109  20.7341  -0.0432  -0.0391  0.0814
O  0.4678  -7.1445  32.9013  -0.0368  -0.0253  -0.0465
O  7.7939  9.9955  24.1322  0.0402  0.0119  0.0909
O  -0.0618  -3.0968  30.7946  -0.0039  -0.0146  -0.0863
O  22.5393  1.9081  30.4423  0.0112  0.0422  -0.1194
O  24.8894  3.2773  22.3168  -0.0045  0.0808  0.1586
O  8.3508  -13.8151  31.6374  0.036  -0.0021  -0.1064
O  13.6324  -10.5414  18.069  0.0123  0.0013  0.1478
O  13.2242  -2.5747  31.7615  -0.023  0.0399  -0.1177
O  9.1349  0.3626  26.2211  -0.0025  -0.0138  -0.0217
O  21.9144  -15.475  23.1295  0.0195  -0.0195  0.0335
O  9.7707  1.3138  32.2017  0.0326  0.0155  -0.128
O  15.1876  12.2201  21.1012  0.0339  -0.0265  0.0688
O  10.0332  8.7832  20.0779  -0.1008  0.0594  0.1435
O  18.1142  15.4064  23.7125  -0.0034  -0.0108  0.093
O  -0.4626  7.9941  27.0017  -0.0153  0.0174  -0.0082
O  8.027  15.0495  28.4866  -0.0094  0.005  -0.0625
O  0.2914  15.467  25.0324  -0.0313  -0.0297  0.0183
O  -3.9702  -6.9551  35.3784  -0.0084  0.0221  -0.017
O  26.4075  4.1281  24.3486  -0.0027  0.0261  0.0689
O  7.0311  -9.0547  27.8828  -0.0144  -0.0256  -0.0541
O  19.8173  -15.4718  29.7181  -0.0434  -0.0548  -0.1668
O  -3.038  10.9788  33.5096  -0.03  -0.0053  -0.0554
O  -1.7173  7.2187  24.8065  -0.0131  -0.005  0.0532
O  17.2997  -4.451  32.4654  0.0196  -0.0061  -0.1046
O  11.3745  -0.6274  31.4878  0.0132  -0.0562  -0.0619
O  2.6467  14.024  34.3271  0.0038  -0.0191  -0.2272
O  12.4777  -1.639  29.42  0.0396  0.0313  -0.1656
O  12.4675  6.6167  27.9831  0.0118  0.0376  -0.0358
O  6.7744  20.3822  35.6644  0.0172  0.0186  -0.0717
O  12.1723  -6.359  29.7006  -0.024  0.0509  -0.1042

Results
free energy: -152236.102 eV
free energy less fixed offsets of N -386.36, O -570.45, Si -639.56 eV per atom: -3.582 eV

The program warned: the cutoff lies below the one the program advises for these potential files; the forces do not sum to zero within the program's tolerance; empty levels may hold ghost states of the PAW files; the exchange-correlation potential is rough where the density is thin.
